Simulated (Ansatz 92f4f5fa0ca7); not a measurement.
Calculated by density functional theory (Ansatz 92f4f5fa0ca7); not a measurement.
Periodic cell of 221 atoms, Si132O87H1N1, from a study of silicon, its oxide and their interface. The atomic structure is a simulated model.
Doubt: the cutoff is far below the 930 eV that the study's wrapper takes by default for these files, so forces and energies are approximate.
This geometry differs little from another in the collection (a relaxation step or a small displacement).

Settings
functional: PBE
potential files: Ansatz PAW
basis: plane waves
wave-function cutoff: 580 eV
density cutoff ratio: 5
exchange-correlation grid ratio: 1
k mesh: 1 x 1 x 1, Gamma-centred
self-consistency stop: 5e-08 eV per atom in the density residual
occupations: fixed
spin: none
net charge: 0

Cell vectors (angstrom)
a  10.938  0  0
b  0  10.938  0
c  0  0  32.1328

Atoms and the computed forces on them: element, x, y, z (angstrom), force x, y, z (eV/angstrom)
Si  0.1867  -0.135  24.4721  0.0015  -0.001  0.0022
Si  5.5897  -0.3124  24.7319  -0.0004  0.0005  -0.0002
Si  2.5142  3.0457  24.4583  -0.0002  0.0001  -0.0003
Si  8.0794  2.9729  25.0291  0  -0.0005  -0.0003
Si  0.0407  5.1253  24.6473  0.0004  0.0006  0.0006
Si  5.8219  5.1456  24.6266  -0.0006  0.0006  -0.0006
Si  2.443  8.5139  24.5767  0.0004  -0.0005  0.0011
Si  7.9891  8.5935  24.765  -0.0002  0.0004  0.0001
Si  1.3985  1.4092  25.8245  0  -0.0002  0.0001
Si  6.7503  1.3301  26.0103  0.0005  -0.0007  -0.0001
Si  4.0686  4.1582  25.8915  0.0001  0.0006  0.0002
Si  9.6142  4.1325  26.2841  0.0005  0.0001  0
Si  1.2691  6.8465  25.814  0.0001  0.0001  -0.0002
Si  6.8566  6.8563  25.9271  -0.0002  0.0005  0
Si  4.0286  9.5067  26.0528  -0.0005  0.0005  -0.0003
Si  9.5859  9.7304  26.0051  0.0004  -0.0001  -0.0002
Si  2.7155  0.048  27.3239  -0.0003  0.0002  -0.0004
Si  8.1802  0.0587  27.3875  -0.0001  0.0006  0.0001
Si  0.0666  2.6572  27.3886  -0.0003  -0.0005  -0.0002
Si  5.397  2.7554  27.3276  -0.0006  -0.0003  0.0004
Si  2.6976  5.5356  27.2753  -0.0003  -0.0002  -0.0001
Si  8.1784  5.5539  27.4156  0.0005  0.0002  0.0001
Si  -0.0313  8.2157  27.3  -0.0002  0.0003  -0.0004
Si  5.4562  8.1574  27.3525  0.0003  0  0
Si  4.1018  1.3673  28.7145  -0.2268  0.1306  0.0797
Si  9.5708  1.3673  28.7145  0.1038  0.022  0.4604
Si  1.3673  4.1018  28.7145  0.3565  0.0595  -0.184
Si  6.8362  4.1018  28.7145  -0.2728  0.0351  -0.1309
Si  4.1018  6.8362  28.7145  -0.2043  -0.1978  0.0451
Si  9.5708  6.8362  28.7145  0.0958  0.587  0.367
Si  1.3673  9.5708  28.7145  -0.0957  0.0587  -0.3608
Si  6.8362  9.5708  28.7145  -0.0235  -0.1745  -0.0787
Si  0  0  30.0818  -0.1322  -0.1163  0.0281
Si  5.469  0  30.0818  -0.0082  -0.0161  -0.0556
Si  2.7345  2.7345  30.0818  0.124  0.0812  0.0284
Si  8.2035  2.7345  30.0818  0.1207  0.0365  -0.0312
Si  0  5.469  30.0818  -0.0156  -0.0063  -0.0622
Si  5.469  5.469  30.0818  -0.0962  -0.1362  0.02
Si  2.7345  8.2035  30.0818  0.0509  0.0231  -0.0521
Si  8.2035  8.2035  30.0818  0.1252  0.0398  0.0513
Si  1.3673  1.3673  31.449  -0.0211  0.0458  -0.0479
Si  6.8362  1.3673  31.449  -0.0207  -0.0229  -0.0298
Si  4.1018  4.1018  31.449  -0.0147  -0.0423  0.0184
Si  9.5708  4.1018  31.449  -0.0521  0.0344  -0.0058
Si  1.3673  6.8362  31.449  0.0138  0.0106  -0.0295
Si  6.8362  6.8362  31.449  -0.0016  0.0393  -0.0393
Si  4.1018  9.5708  31.449  -0.0189  0.0027  -0.0077
Si  9.5708  9.5708  31.449  -0.0316  0.0291  0.0185
Si  2.7345  0  0.6835  -0.0048  0.0063  0.0297
Si  8.2035  0  0.6835  0.0497  0.0144  0.0111
Si  0  2.7345  0.6835  -0.0081  -0.0317  0.0256
Si  5.469  2.7345  0.6835  0.0553  -0.0182  0.0051
Si  2.7345  5.469  0.6835  0.0084  -0.0053  0.0015
Si  8.2035  5.469  0.6835  0.0199  -0.0404  0.0372
Si  0  8.2035  0.6835  -0.0157  -0.0298  -0.0022
Si  5.469  8.2035  0.6835  0.0192  -0.0212  0.0288
Si  4.1018  1.3673  2.0507  0.0102  0.0828  0.0369
Si  9.5708  1.3673  2.0507  -0.073  -0.0423  -0.015
Si  1.3673  4.1018  2.0507  0.0653  0.0258  -0.0152
Si  6.8362  4.1018  2.0507  -0.097  -0.0559  0.0167
Si  4.1018  6.8362  2.0507  -0.1015  -0.0465  0.0115
Si  9.5708  6.8362  2.0507  0.0352  0.1046  0.0329
Si  1.3673  9.5708  2.0507  -0.0506  -0.0395  0.0208
Si  6.8362  9.5708  2.0507  -0.039  0.0094  -0.0086
Si  0  0  3.418  -0.3304  -0.1467  -0.3333
Si  5.469  0  3.418  0.2726  -0.1193  0.0768
Si  2.7345  2.7345  3.418  0.3544  0.5558  -0.2371
Si  8.2035  2.7345  3.418  -0.0012  -0.0663  0.0828
Si  0  5.469  3.418  0.22  0.0452  0.2615
Si  5.469  5.469  3.418  -0.1277  -0.4357  0.0392
Si  2.7345  8.2035  3.418  -0.0752  -0.2305  -0.1153
Si  8.2035  8.2035  3.418  0.0565  -0.0479  0.0149
Si  1.3597  1.3894  4.6719  0.0006  0.0031  -0.0022
Si  6.8651  1.3357  4.815  0.0002  0.0014  0.0001
Si  4.1108  4.0858  4.8674  0.0018  -0.0003  -0.0016
Si  9.5748  4.0939  4.785  0.0013  -0.0014  0.0001
Si  1.4042  6.8256  4.8377  0.0011  -0.0012  0.001
Si  6.8749  6.7613  4.7601  -0.0003  0.0011  -0.0017
Si  4.1405  9.5035  4.7494  0.0005  0.0009  0.001
Si  9.5603  9.5701  4.8002  -0.002  0.0025  0.0011
Si  2.663  -0.0681  5.919  -0.0069  -0.0089  -0.011
Si  8.1936  -0.0181  6.2379  0.0038  0.0006  0.0015
Si  0.0256  2.7095  6.0752  0.0005  0.0012  0.0016
Si  5.4547  2.5717  6.2298  -0.006  -0.0069  -0.002
Si  2.7819  5.5404  6.3218  0.0003  0.0033  0.0007
Si  8.1735  5.3588  6.2009  -0.0013  -0.0023  -0.0012
Si  -0.0382  8.149  6.1583  -0.0028  -0.0048  -0.0037
Si  5.4674  8.075  6.1052  0.0029  0.0018  0.0017
Si  3.7084  1.368  7.4145  0.0222  0.0092  0.0058
Si  9.8905  1.1395  7.4346  -0.0032  -0.0018  -0.0054
Si  1.6316  3.7972  7.4172  -0.0063  0.0005  -0.0073
Si  6.634  4.1142  7.5505  0.0017  0.0002  0.0046
Si  4.5106  6.5676  7.7007  -0.0034  -0.0022  0
Si  9.2757  7.0305  7.4456  0.0006  0.003  0.0034
Si  1.1474  9.8082  7.3063  0.0026  0.0077  0.0073
Si  6.9831  9.2392  7.4096  -0.0018  0.0006  -0.0031
O  1.2522  4.0992  24.049  0  -0.0004  0
O  6.7805  9.5913  24.1904  0.0007  -0.0012  0.0005
O  2.9255  2.7959  7.424  0.0052  -0.0005  0.0004
O  8.1652  8.1824  7.8692  0.0007  -0.0015  -0.0002
O  5.5627  5.3028  7.9745  0.0011  -0.0008  -0.0013
O  0.0683  -0.0042  7.899  0  -0.0017  0.0006
O  5.3518  5.5305  23.0937  0.0003  0  -0.0001
O  10.5188  0.4939  23.0276  -0.0002  0  -0.0003
O  2.1754  9.409  8.549  -0.0006  -0.0017  -0.001
O  1.2516  3.8158  9.0162  -0.0051  0.0016  0.0064
O  9.4671  1.9845  8.768  0.0004  0.001  0.0026
O  7.6462  9.9462  12.0895  0.0003  0.0005  -0.0002
O  3.4698  0.8059  8.9797  -0.0038  -0.0021  -0.0007
N  4.3164  7.3234  9.2938  0.0006  0.0006  -0.0005
O  7.2262  3.3478  8.8969  0.0012  0.001  -0.0013
O  9.8495  6.4918  8.8967  0.0001  -0.0007  -0.0024
O  3.3401  2.4543  23.1127  0.0001  0  -0.0001
O  4.6603  0.1747  23.4616  0.0003  0  0.0002
O  9.2067  2.4914  23.9462  -0.0009  0.0012  0.0005
O  9.8209  5.5753  23.5139  -0.0001  -0.0002  -0.0001
O  19.8892  8.1262  23.5077  -0.0001  0  0.0002
O  3.2891  7.9766  23.2643  0.0002  0  -0.0005
O  6.9888  4.0066  24.3431  -0.0002  0.0008  0.0011
O  1.3145  9.6406  24.0665  -0.0004  0.0003  -0.0013
Si  3.8128  6.3814  10.6914  -0.0002  0.0009  0.0005
Si  9.0932  4.2678  14.6228  0  0.0004  0.0002
Si  7.4179  8.3372  11.9186  -0.0002  0.0001  0.0004
Si  4.2064  1.2701  22.3421  0.0002  -0.0001  0.0001
Si  17.1104  3.7988  14.2523  -0.0002  0.0003  0.0004
Si  2.7309  -0.4533  20.1083  0  -0.0001  0.0001
Si  7.1774  4.1568  19.4365  -0.0001  0.0003  -0.0001
Si  14.0054  6.6334  16.4375  0.0001  0.0001  -0.0003
Si  1.9004  4.1342  10.4826  -0.0003  0.0028  0.0008
Si  5.6874  16.2021  16.7355  0  0.0004  -0.0001
Si  3.7744  9.7467  17.2389  -0.0001  0.0002  -0.0002
Si  10.2088  4.4506  11.6825  0.0003  0.0008  0
Si  10.9024  6.5146  16.0511  0.0002  0.0003  0
Si  7.9981  1.5988  14.5396  -0.0003  -0.0004  0.0005
Si  2.8043  10.4074  9.6942  -0.0005  -0.0003  0.001
Si  9.1242  6.7791  22.6134  0.0004  0  -0.0004
Si  11.183  -1.1438  11.1903  0.0008  0.0003  0.0001
Si  3.5756  -3.31  13.6907  0.0002  0.0001  0.0002
Si  5.1779  8.7239  9.8621  -0.0002  0.0011  0.0007
Si  9.5725  1.7676  22.5543  -0.0008  -0.0002  -0.0009
Si  11.9368  -0.4321  16.5646  0.0001  0.0001  -0.0002
Si  8.3935  2.6343  9.8072  -0.0019  -0.001  -0.0009
Si  -0.4116  8.2446  18.389  0.0002  0.0002  -0.0004
Si  11.747  -2.0537  14.1299  -0.0001  0.0002  -0.0001
Si  4.6727  3.7753  11.592  0.003  0.0008  0.0005
Si  6.0214  6.082  21.7059  -0.0002  0  -0.0003
Si  6.4604  7.7132  14.6929  0  0.0004  0.0001
Si  11.5486  6.5104  20.66  0.0005  0.0001  -0.0001
Si  11.0901  1.0792  18.8039  -0.0001  -0.0005  -0.0003
Si  14.2257  7.6897  21.6504  -0.0001  0.0002  0.0004
Si  6.9653  1.3671  20.7611  -0.0004  0  -0.0001
Si  9.9582  7.1952  10.371  0.0001  0.0005  0.001
Si  -0.6432  3.6835  20.1559  0.0001  0.0002  -0.0004
Si  8.4506  -0.6308  19.107  -0.0002  0.0005  -0.0026
Si  6.8454  10.1921  16.367  0.0026  0.0002  0.0009
Si  8.5701  0.3244  11.812  0.0001  -0.0001  0.0002
O  13.3607  8.7616  13.9106  -0.0002  0.0001  -0.0002
O  7.7001  -0.869  17.715  -0.0004  0.0006  0.0004
O  6.0087  8.169  11.1377  0.0001  -0.0003  0.0003
O  1.614  10.6099  10.8023  -0.0008  -0.0002  0.0003
O  4.9404  -5.73  10.85  0.0003  -0.0005  0.0002
O  9.9964  7.2086  17.2357  0.0001  0.0001  0.001
O  6.2545  4.9438  20.5508  0.0001  -0.0001  -0.0003
O  6.6357  13.2143  13.9474  0.0002  0.0001  0.0006
O  3.5716  7.1364  12.1369  -0.0002  0  -0.0006
O  2.3603  5.7028  10.3531  0.0001  -0.0003  0.0008
O  7.5496  4.7325  14.2433  0.0002  -0.0001  0.0001
O  11.4345  -1.5912  17.6026  0.0001  -0.0001  0.0005
O  9.8735  4.189  13.2238  0.0003  0.0001  0.0002
O  0.6384  7.4539  19.341  -0.0001  0.0001  0.0003
O  6.9592  2.5268  19.5849  0  0.0004  0.0001
O  12.4215  6.2065  16.6642  0.0002  0.0002  0.0001
O  17.2187  6.5272  15.8289  0  0.0003  -0.0001
O  13.0313  6.588  21.3604  0  0.0001  0
O  3.2778  0.6398  21.1767  0.0001  0.0004  0.0003
O  0.7162  3.7493  11.5063  0.0004  -0.001  0.0001
O  7.2241  -0.1341  20.1043  0.0002  -0.0001  -0.0006
O  8.1604  1.397  21.8626  0.0008  0.0001  0.0004
O  -1.6336  8.8981  19.2867  -0.0004  0.0012  -0.0001
O  2.7755  9.0387  20.8749  0  0.0004  -0.0006
O  12.2171  0.2033  19.6489  -0.0001  0  0.0003
O  6.1095  9.5594  8.7966  -0.0005  -0.0005  0
O  8.54  7.7296  10.9332  0.0001  0.0001  -0.0003
O  8.8355  0.9631  13.2937  -0.0002  -0.0001  0.0002
O  7.4532  11.5013  15.6444  -0.0005  -0.0015  0.0016
O  5.6291  2.5494  11.1603  0.0032  0.0022  -0.004
O  2.6211  -0.3522  16.4527  0  0.0001  0.0002
O  3.1617  14.2499  11.131  0.0002  -0.0008  0.0003
O  -6.7807  5.6654  17.2142  0  0.0001  0.0007
O  11.1044  7.5191  14.7667  0.0002  0.0002  -0.0001
O  4.0618  9.7437  10.4756  0  -0.0007  -0.0002
O  3.4311  8.1503  16.9924  0  0.0005  0.0008
O  9.9911  5.2232  15.6055  0  -0.0004  -0.0001
O  10.2935  2.8391  21.5648  0.0003  0.0001  -0.0002
O  5.0067  15.0736  13.1631  -0.0006  0.0002  -0.0002
O  4.8284  7.1692  21.2282  0.0003  0  0
O  11.0218  2.6824  19.0871  -0.0003  0.0003  0.0003
O  8.9395  2.7524  15.254  0.0003  -0.0003  0.0002
O  3.6912  -0.7156  18.8061  0  0.0001  -0.0001
O  5.5884  1.689  21.5782  -0.0001  0.0002  -0.0003
O  5.2396  10.191  16.6765  0.0004  0.0003  0.0001
O  7.9037  1.3978  10.7705  -0.0002  0.0003  0.0005
O  9.5844  0.5421  19.162  -0.0007  -0.0007  -0.0006
O  17.6091  4.7979  17.9905  0.0002  0.0002  0.0008
O  7.5934  6.5331  22.0305  0.0002  0.0001  0.0001
O  -5.9185  -2.6918  14.1219  0  0  0.0001
O  7.3624  -3.451  13.3263  -0.0002  0.0001  0.0005
O  11.3778  -0.7701  15.0777  0  0  -0.0001
O  10.2619  7.0854  21.4971  -0.0002  -0.0001  0.0002
O  9.0741  3.8118  10.7049  -0.0002  0.0003  -0.0003
O  8.8151  -6.6471  19.6945  0.0001  0.0001  0.0003
O  0.4366  11.8988  17.1905  0  0.0005  0
O  16.4815  3.9694  15.7489  0  0  -0.0003
O  11.0957  -1.7574  12.6911  0  -0.0002  -0.0002
O  11.2956  4.9465  20.3153  -0.0001  0  0.0001
O  0.035  8.4764  10.231  -0.0001  0.0001  -0.0003
O  10.4369  6.0411  11.4031  -0.0002  0  0
O  9.9683  -0.0793  11.0822  -0.0002  0  0
O  14.2224  6.4584  14.8078  -0.0001  -0.0001  -0.0002
O  7.2207  8.9185  15.4492  -0.0002  0.0019  0.0004
H  5.2502  1.9131  10.5346  -0.0046  -0.0021  0.0043

Results
free energy: -133792.497 eV
free energy less fixed offsets of H -15.97, N -385.13, O -568.88, Si -635.61 eV per atom: 1.683 eV

The program warned: the cutoff lies below the one the program advises for these potential files; the forces do not sum to zero within the program's tolerance; the exchange-correlation potential is rough where the density is thin.
